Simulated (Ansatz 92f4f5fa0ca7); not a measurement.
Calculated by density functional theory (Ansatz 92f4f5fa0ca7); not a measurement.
Periodic cell of 140 atoms, Si84O56, from a study of silicon, its oxide and their interface. The atomic structure is a simulated model.

Settings: functional r2SCAN; potential files Ansatz norm-conserving; basis plane waves; wave-function cutoff 1300 eV; density cutoff ratio 4; exchange-correlation grid ratio 1; k mesh 2 x 2 x 1, shifted by 0.5 0.5 0.5 of a step; self-consistency stop 5e-08 eV per atom in the density residual; occupations Fermi-Dirac, 0.05 eV; spin none; net charge 0.

Cell vectors (angstrom)
a  10.9364  -0.1063  0.0739
b  -0.1063  11.0141  0.0364
c  0.1387  0.0684  20.5242

Atoms and the computed forces on them: element, x, y, z (angstrom), force x, y, z (eV/angstrom)
Si  0.3187  -0.5598  -0.4246  -0.644  -2.2127  2.8633
Si  4.0066  1.5896  -0.0726  0.9406  -0.8761  1.29
Si  0.3506  5.3674  0.2347  -0.7244  1.3226  -1.7072
Si  1.7259  8.5087  0.0735  2.3456  0.0436  -1.5308
Si  5.7806  -0.5984  0.0804  -1.5293  2.7542  1.4879
Si  7.7682  2.846  -0.0283  -3.4081  2.6222  -1.0548
Si  5.3675  5.172  0.747  -1.491  -1.9879  -1.3778
Si  7.7028  7.8867  -0.0595  0.9191  0.991  -2.6872
Si  1.4398  1.6363  1.7515  0.7128  0.3445  0.1097
Si  3.4438  3.9196  1.8162  1.3709  -1.5025  -0.0698
Si  0.934  7.0695  1.7254  0.2095  -0.2471  0.523
Si  3.6079  9.6853  1.1489  0.6026  -0.5256  0.8654
Si  6.6506  1.4757  1.3277  0.8839  -3.4084  1.7042
Si  9.3603  4.0674  1.226  2.6987  -0.9601  0.1382
Si  6.7752  6.7738  1.5994  -0.8582  -0.4108  2.1565
Si  9.2794  9.3457  1.2365  0.9564  0.6601  -0.3826
Si  -0.2455  2.9369  2.8447  1.1369  -0.0053  -0.0028
Si  2.6942  -0.0307  2.8525  0.9038  0.6744  0.646
Si  -0.3573  8.613  3.0084  0.0186  -1.5207  -0.0584
Si  2.3953  5.6062  2.9139  0.3457  -0.0302  1.8301
Si  5.4102  2.7971  2.8124  -0.0735  0.8371  0.8193
Si  8.3119  -0.0571  2.6715  -0.6879  0.3278  -0.0626
Si  5.1873  8.3952  2.7284  0.8374  -0.4042  -0.2727
Si  8.6005  5.518  2.8288  -2.604  0.3883  -0.6423
Si  1.2386  3.9741  4.6558  -0.235  1.4718  -2.2587
Si  4.4243  1.2208  4.179  -3.0254  1.4151  -1.0119
Si  1.1595  9.7926  4.3948  0.9831  -0.5802  -0.3915
Si  4.1113  6.8573  4.0857  0.3472  -1.6487  -0.1587
Si  7.2613  4.0635  4.1409  -1.3334  -1.58  0.2058
Si  9.7676  1.1745  4.2174  -0.6438  -0.7012  -0.6077
Si  6.8215  9.5925  4.1429  -0.6914  0.9236  -1.0057
Si  9.4879  6.7515  4.5119  -0.0476  2.4891  -1.7908
Si  0.02  0.1533  5.8377  -0.4071  -1.1463  -0.8456
Si  2.825  2.4534  5.778  0.7433  1.6956  -1.0513
Si  -0.3208  5.5429  5.731  3.0458  -1.8394  1.0928
Si  2.7286  8.1388  5.333  -1.6827  0.9519  1.3676
Si  5.6096  0.0458  5.4974  2.226  -2.6242  1.9371
Si  8.3413  2.2504  5.6384  -0.9898  1.2571  -0.2108
Si  5.6962  5.2475  5.4885  -0.5365  1.3187  -1.9062
Si  8.1109  8.3213  5.5853  -0.799  -0.4723  -0.3227
Si  1.3861  1.3549  7.2005  1.4125  -0.4596  0.6893
Si  4.1748  4.3031  6.8287  -1.1662  -1.9679  2.1753
Si  1.1439  6.9916  6.9355  0.6553  -0.5074  -1.1207
Si  4.1565  9.5235  6.6435  -1.1698  0.7978  -0.8293
Si  6.9961  1.0344  7.248  0.8812  0.8583  -1.6378
Si  9.5312  3.7563  6.9707  -0.0629  -0.0199  0.5434
Si  6.7006  6.8826  6.6976  0.337  -0.2322  1.6227
Si  9.2384  9.6465  7.0882  1.2509  0.4351  0.9771
Si  0.063  2.7371  8.5142  -1.7464  -1.058  0.3838
Si  3.221  0.0025  8.1039  -0.8683  0.827  -0.4802
Si  -0.3434  8.2008  8.2052  1.6633  1.1969  0.519
Si  2.4104  5.7771  8.5167  0.4992  -1.091  -1.7408
Si  5.8586  2.6664  8.3033  -0.5644  2.4746  0.3417
Si  8.3454  -0.0698  8.8581  -0.7071  -0.8497  -2.3256
Si  5.163  8.1121  8.0659  4.0268  0.6648  -2.0514
Si  8.2935  5.4604  7.9533  -0.7455  -0.5803  1.5066
Si  0.8823  4.3663  9.7875  2.1694  1.4231  0.5597
Si  4.699  1.2011  9.5552  0.8281  -2.428  -2.5156
Si  2.1644  9.5915  9.6089  -1.7133  1.1599  0.9414
Si  3.5086  7.6584  9.2414  -2.2617  -1.4977  4.6244
Si  7.1043  4.4184  9.7679  -1.1986  2.7343  -0.8313
Si  9.5506  1.0752  10.4794  0.691  -0.2581  0.1577
Si  6.3711  9.6834  9.3392  -0.8552  1.3074  1.9581
Si  9.7142  6.446  9.5551  -0.5351  1.0432  1.2686
Si  0.7425  -0.3314  12.0058  -0.1779  0.0224  -0.7617
Si  3.8047  6.3848  12.0552  -2.1214  -3.2386  -0.1236
Si  -3.2695  3.0507  12.271  -2.8777  -9.0704  -7.133
Si  6.3359  7.0507  13.9357  -1.0853  -2.8652  -2.529
Si  7.336  7.4201  11.0262  -1.6308  0.3599  3.0882
Si  3.7774  11.4894  15.6366  0.8536  0.4181  1.5026
Si  -5.9337  13.5038  13.6405  0.8521  -2.9043  1.5368
Si  8.7085  3.1446  17.6695  -2.5579  2.1088  -1.2471
Si  7.1809  4.1053  14.8259  0.3762  1.377  1.0204
Si  12.4038  3.7684  15.9449  -0.8672  2.4054  -1.5422
Si  2.8211  2.0977  17.9975  -2.5527  2.7061  -2.5364
Si  3.2818  3.3045  11.4719  0.2665  2.1711  -1.6695
Si  -1.4432  6.3567  18.3815  -2.1543  1.5123  -3.2501
Si  12.636  -2.9953  13.6031  -0.3945  0.5342  0.2185
Si  1.0802  1.0728  14.7293  0.2259  -0.2148  -1.6521
Si  4.1647  -2.3036  15.2052  2.0124  -2.1927  2.4573
Si  0.0299  12.027  17.62  -2.3287  -1.9472  -0.148
Si  3.002  6.1133  19.3348  4.3888  -3.8465  -0.0146
Si  11.1867  6.5698  16.16  -1.6697  -4.5658  -0.7826
Si  13.9124  5.884  16.5715  -0.0939  0.7928  2.8095
O  -0.4823  -0.2288  -1.7573  -0.4806  1.4016  -2.7561
O  0.6275  -1.9424  -8.0416  1.6158  -2.5842  2.9038
O  3.3494  2.5168  -1.2161  0.6396  0.6099  0.5183
O  5.1811  0.6967  -0.8812  -0.1668  -0.9018  -1.1468
O  -0.542  6.2781  -0.9719  1.5017  -0.4265  1.2951
O  0.2178  11.6652  -7.2137  1.2137  -0.7605  -0.3526
O  0.8553  11.6119  0.5536  -0.1686  1.1013  -0.378
O  2.6116  7.5587  -1.2014  -1.9692  3.7141  1.7762
O  8.1557  -3.8662  -1.7446  0.1182  0.6394  3.4617
O  9.1191  -6.3576  -2.5677  0.0987  -1.6468  0.5393
O  6.5411  4.148  0.1702  0.9874  -0.8238  -0.1745
O  7.4483  2.5699  -1.6684  2.9797  0.7624  -0.5674
O  4.2038  5.4273  -0.3787  1.0858  2.2396  0.504
O  6.6022  9.1684  -0.2162  0.6108  -0.5218  -1.6324
O  12.163  6.003  -3.3615  2.9992  1.4354  0.9141
O  -3.0416  3.5801  16.0831  0.2172  -0.479  1.2476
O  4.0918  4.7632  11.4032  -1.8747  0.0167  0.9162
O  3.8421  2.1921  10.3727  -2.8632  2.6868  2.8345
O  5.5021  -0.1437  10.086  -0.2085  0.398  -0.6375
O  1.9842  10.7106  10.993  -1.4946  -0.8772  0.2515
O  0.6126  9.0673  9.3095  0.3697  0.5367  -0.1482
O  4.014  7.271  10.8287  0.0428  2.2068  -2.842
O  6.651  5.9791  10.5885  0.0953  0.6893  -1.37
O  10.8206  5.4452  10.3533  -1.7484  0.7125  -0.4601
O  10.2387  -0.1621  11.3401  0.9135  0.5808  -1.3058
O  8.6838  1.8527  11.5628  -0.1477  -0.1555  0.8182
O  6.7711  8.9837  10.744  0.4496  -3.3469  0.1355
O  13.7521  8.8974  14.366  -0.5171  -1.0032  -1.8302
O  8.8885  7.4658  10.7084  2.1561  -2.0389  -1.9832
O  7.6781  3.9041  11.17  -0.5441  2.4176  -2.124
O  1.8046  -7.1014  11.101  1.7392  -2.2904  0.8194
O  -5.4161  3.7419  14.5809  2.7639  0.0706  -0.5466
O  11.2012  4.847  15.5157  -0.4547  0.8151  0.8658
O  3.7398  12.5161  16.9832  -0.3479  -1.0567  -1.7557
O  -7.1304  2.6488  12.7228  -2.2553  0.6375  0.787
O  -4.7865  13.0848  12.5961  2.5441  2.4937  -0.8805
O  4.9217  6.4175  13.0813  4.0106  0.8031  4.1094
O  7.279  7.4887  12.7245  0.021  -0.1126  -0.7411
O  7.1684  5.859  14.7947  -1.1192  -2.3024  -0.6013
O  9.8419  7.0719  16.8979  0.8555  -1.7354  2.1492
O  5.6442  8.1819  14.7837  -2.4592  1.9838  1.2405
O  1.9646  5.1054  19.9815  -4.0129  -0.56  1.446
O  -2.8359  14.5316  13.5546  1.0863  4.7137  9.6182
O  4.213  10.032  16.1813  -0.092  -0.2877  -0.5608
O  0.279  0.5583  15.9938  -0.9283  -0.7805  2.8235
O  12.4733  1.0864  18.3909  0.7624  -1.015  0.266
O  0.8248  -3.4156  14.8961  1.2407  2.0882  -3.7037
O  13.8225  4.633  15.4899  -0.5586  0.6386  1.167
O  12.0532  2.5392  14.9568  0.8921  1.0207  0.0206
O  1.7433  3.3343  17.3885  1.2559  -0.5599  -0.8083
O  9.8202  1.9641  17.579  0.5534  0.8519  0.3001
O  -5.8933  1.0267  14.5381  0.0538  3.0589  -1.3687
O  3.5762  7.5325  16.3316  -0.1276  -1.3317  -1.9328
O  3.5988  5.5221  17.9594  -0.494  0.2934  -2.8964
O  2.3582  6.8894  12.8233  0.055  -0.2271  -0.5602
O  13.4663  0.2773  14.8212  0.0029  0.8631  0.7204

Results
free energy: -35853.055 eV
free energy less fixed offsets of O -463.61, Si -117.95 eV per atom: 16.905 eV
pressure: -2.51 GPa
stress xx, yy, zz, yz, xz, xy (GPa, positive in tension): 2.49, 4.01, 1.03, 1.36, 0.23, -2.73
